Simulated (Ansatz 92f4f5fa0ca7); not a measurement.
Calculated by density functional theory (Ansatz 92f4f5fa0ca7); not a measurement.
Periodic cell of 218 atoms, Si128O86As4, from a study of silicon, its oxide and their interface. The atomic structure is a simulated model.

Settings: functional PBE; potential files Ansatz PAW; basis plane waves; wave-function cutoff 700 eV; density cutoff ratio 5; exchange-correlation grid ratio 1; k mesh 2 x 2 x 1, shifted by 0.5 0.5 0.5 of a step; self-consistency stop 5e-08 eV per atom in the density residual; occupations fixed; spin none; net charge 0.

Cell vectors (angstrom)
a	10.938	0	0
b	0	10.938	0
c	0	0	32.1083

Atoms: element, x, y, z (angstrom)
As	10.8807	0.0799	24.4026
Si	5.7235	10.5126	24.6244
Si	2.5808	3.0439	24.5393
Si	8.5485	2.4592	24.6606
Si	0.2994	5.2351	24.737
Si	5.3037	5.7186	24.5862
As	2.8957	8.0526	24.4175
Si	8.1185	8.4365	24.7298
Si	1.4222	1.3692	25.867
Si	6.8382	1.322	25.8579
Si	4.1513	4.1316	25.9306
Si	9.6467	4.0445	26.0168
Si	1.4781	6.8293	26.0027
Si	6.9027	6.8163	25.9529
Si	4.1352	9.4473	26.0033
Si	9.6454	9.655	26.0253
Si	2.7551	-0.0271	27.2785
Si	8.1901	0.0208	27.3393
Si	0.073	2.6808	27.3451
Si	5.4951	2.7103	27.2707
Si	2.7827	5.4398	27.3617
Si	8.2365	5.4286	27.3191
Si	0.042	8.1966	27.3184
Si	5.5201	8.1405	27.3642
Si	4.1018	1.3673	28.6901
Si	9.5708	1.3673	28.6901
Si	1.3673	4.1018	28.6901
Si	6.8362	4.1018	28.6901
Si	4.1018	6.8362	28.6901
Si	9.5708	6.8362	28.6901
Si	1.3673	9.5708	28.6901
Si	6.8362	9.5708	28.6901
Si	0	0	30.0573
Si	5.469	0	30.0573
Si	2.7345	2.7345	30.0573
Si	8.2035	2.7345	30.0573
Si	0	5.469	30.0573
Si	5.469	5.469	30.0573
Si	2.7345	8.2035	30.0573
Si	8.2035	8.2035	30.0573
Si	1.3673	1.3673	31.4246
Si	6.8362	1.3673	31.4246
Si	4.1018	4.1018	31.4246
Si	9.5708	4.1018	31.4246
Si	1.3673	6.8362	31.4246
Si	6.8362	6.8362	31.4246
Si	4.1018	9.5708	31.4246
Si	9.5708	9.5708	31.4246
Si	2.7345	0	0.6835
Si	8.2035	0	0.6835
Si	0	2.7345	0.6835
Si	5.469	2.7345	0.6835
Si	2.7345	5.469	0.6835
Si	8.2035	5.469	0.6835
Si	0	8.2035	0.6835
Si	5.469	8.2035	0.6835
Si	4.1018	1.3673	2.0507
Si	9.5708	1.3673	2.0507
Si	1.3673	4.1018	2.0507
Si	6.8362	4.1018	2.0507
Si	4.1018	6.8362	2.0507
Si	9.5708	6.8362	2.0507
Si	1.3673	9.5708	2.0507
Si	6.8362	9.5708	2.0507
Si	0	0	3.418
Si	5.469	0	3.418
Si	2.7345	2.7345	3.418
Si	8.2035	2.7345	3.418
Si	0	5.469	3.418
Si	5.469	5.469	3.418
Si	2.7345	8.2035	3.418
Si	8.2035	8.2035	3.418
Si	1.3398	1.3692	4.781
Si	6.826	1.3635	4.7767
Si	4.1094	4.1036	4.7952
Si	9.4352	4.2036	4.6937
Si	1.3354	6.8703	4.7758
Si	6.8127	6.8794	4.8364
Si	4.0454	9.6434	4.7607
Si	9.556	9.5636	4.8671
Si	2.6808	0.0076	6.2203
Si	8.133	0.0101	6.2141
Si	-0.195	2.7528	5.9027
Si	5.4314	2.6808	6.1661
Si	2.7548	5.5336	6.0957
Si	8.1611	5.4932	6.2461
Si	-0.0122	8.1683	6.275
Si	5.4321	8.3402	6.1207
Si	4.2821	1.1565	7.5988
Si	9.3098	1.6701	7.4642
Si	1.0625	4.2689	7.0868
Si	6.9965	3.8289	7.4891
Si	3.8503	7.1767	7.4221
Si	9.8468	6.4638	7.6646
As	1.4434	9.473	7.7513
As	6.656	9.7184	7.7534
O	2.7356	8.2001	8.0737
O	8.1733	2.765	8.0066
O	4.1986	6.8079	24.0256
O	9.6081	1.3581	24.0394
O	5.39	0.0617	8.1416
O	0.0833	5.3224	7.9038
O	1.384	4.1218	24.1782
O	6.9561	9.4908	24.2301
O	4.6194	6.5302	8.7201
O	9.3427	6.7605	9.2225
O	3.7016	1.8873	8.9917
O	1.6189	3.073	8.0528
O	6.2089	4.4023	8.8279
O	10.1535	1.1044	8.7733
O	10.6346	5.9149	23.3777
O	5.9885	5.0253	23.2432
O	4.9664	10.7594	23.1875
O	7.9626	3.2571	23.3537
O	8.8444	7.8893	23.3623
O	3.2954	2.6955	23.0901
Si	6.6069	1.5003	15.4123
Si	4.9543	10.7774	21.5592
Si	7.7431	7.5932	16.0193
Si	6.0075	1.5135	12.2164
Si	0.8115	0.0271	17.2651
Si	1.1849	1.5354	14.4869
Si	6.5115	5.264	17.8568
Si	10.7263	1.3127	10.2966
Si	7.2904	4.4256	22.4582
Si	3.0953	8.8028	17.1402
Si	4.0567	5.4473	19.8237
Si	5.3277	4.7678	15.1325
Si	0.1524	10.0943	12.4573
Si	1.9613	2.0293	19.1455
Si	9.4982	6.6722	22.5066
Si	8.5122	3.2249	11.5788
Si	0.2151	7.5608	19.9179
Si	3.2273	5.1593	11.2883
Si	9.3285	9.4413	18.0135
Si	4.9251	1.7106	17.9927
Si	6.9935	3.1148	19.577
Si	0.3404	4.5208	15.3801
Si	2.7532	6.6018	14.9559
Si	5.6445	5.6977	9.6529
Si	8.508	8.1524	12.9938
Si	2.7476	8.1031	12.2549
Si	3.5651	2.6313	21.4812
Si	8.4335	6.2568	10.5004
Si	6.993	0.1568	19.4733
Si	8.2758	3.9253	14.6753
Si	3.669	2.9691	13.2671
Si	3.2427	8.329	20.2183
Si	5.6002	9.7014	15.5561
Si	5.5609	9.5106	12.5003
Si	2.3741	2.7435	9.4362
Si	1.33	4.928	18.4417
O	1.477	9.1576	12.0763
O	8.5038	4.6407	10.7605
O	4.2185	9.7566	16.4238
O	4.2647	5.958	14.7754
O	4.5756	2.2954	12.0846
O	6.4363	10.4958	20.898
O	7.154	2.3185	11.3667
O	2.6763	7.7693	13.8393
O	5.5033	2.8989	18.9395
O	2.2586	1.9785	20.7452
O	4.618	3.4558	14.4925
O	8.7976	8.5012	16.819
O	8.8853	7.0229	11.8664
O	1.2497	0.9448	15.9982
O	6.3779	1.4907	13.8029
O	4.8408	5.2718	11.0129
O	9.6199	4.718	15.2585
O	0.4668	0.38	13.5437
O	0.4919	6.1197	19.1796
O	1.6066	8.2992	20.3825
O	3.7863	6.8382	20.6793
O	7.6157	4.2206	18.526
O	2.6264	4.2226	10.0899
O	6.2697	8.2628	15.8605
O	6.7789	10.8412	15.808
O	5.0939	9.8383	14.0218
O	2.9417	4.2979	12.651
O	2.5754	6.672	11.4167
O	7.4527	6.3264	17.0303
O	2.6482	1.8311	13.8235
O	7.8564	2.5821	15.5883
O	9.815	2.4063	11.0741
O	5.4727	4.6551	16.7456
O	5.5236	5.7241	19.1023
O	7.0283	8.7548	12.5593
O	3.3113	1.8421	18.197
O	5.8263	10.9139	11.686
O	1.6862	9.6013	17.2064
O	0.5245	3.0366	14.6816
O	5.6452	0.3254	18.5276
O	8.6865	3.4961	13.1678
O	2.9284	5.2775	18.6295
O	7.7156	1.6417	19.6141
O	6.8914	6.6402	10.1104
O	10.2054	7.2906	21.2012
O	5.3672	1.8943	16.4273
O	0.7456	4.7237	16.9399
O	1.0217	0.7958	18.6893
O	1.433	5.6106	14.7307
O	3.9254	4.1303	20.8513
O	8.08	10.0562	18.8676
O	9.7796	9.2242	12.9925
O	10.3202	8.5768	18.9637
O	10.1624	10.6176	17.2486
O	1.3516	1.8276	10.3291
O	4.6656	1.4292	21.2128
O	10.6489	-0.1265	11.0542
O	3.633	8.5057	18.6437
O	2.7632	7.3776	16.3984
O	8.3343	5.6162	22.0961
O	8.3666	7.4581	14.489
O	6.8552	3.7321	21.062
O	4.2471	8.7189	11.8618
O	6.8928	4.861	14.5664
O	3.892	9.607	21.0474
O	1.1342	3.4253	19.0271

Results
free energy: -149719.487 eV
free energy less fixed offsets of As -4857.07, O -569.03, Si -635.61 eV per atom: 3.453 eV

Forces (eV/angstrom), in the order of the atoms: element, x, y, z
As	-0.0252	0.0073	0.0369
Si	0.0182	-0.0253	-0.0467
Si	-0.0104	0.0303	-0.0514
Si	0.0171	-0.0038	-0.0427
Si	0.0021	-0.0225	-0.0455
Si	-0.0138	0.013	-0.0493
As	0.0155	-0.0079	0.0402
Si	-0.0096	0.0163	-0.0482
Si	-0.0085	0.0006	-0.0013
Si	-0.0059	-0.0176	0.0108
Si	-0.0115	-0.009	0.0002
Si	0.0084	0.0236	-0.0067
Si	0.0088	0.0174	-0.0029
Si	-0.0101	0.0064	0.01
Si	-0.0298	-0.0054	-0.0105
Si	0.0129	0.0045	-0.0157
Si	-0.0104	0.0077	-0.014
Si	-0.0136	0.0143	-0.0201
Si	-0.0085	-0.0066	-0.0112
Si	0.0064	-0.0139	0.0185
Si	0.0194	-0.015	-0.0165
Si	-0.0026	0.0077	0.0089
Si	0.0084	0.0004	-0.0214
Si	0.0096	-0.012	-0.0173
Si	0.0898	-0.004	-0.3921
Si	0.0891	0.0113	0.1273
Si	0.1816	-0.1095	0.21
Si	-0.0099	-0.1789	-0.1835
Si	0.1731	-0.1469	0.4097
Si	0.0644	-0.0376	-0.1824
Si	0.1453	0.1002	-0.0583
Si	0.0831	-0.0122	0.1494
Si	-0.0859	-0.0084	-0.0071
Si	0.0005	-0.0408	-0.0181
Si	-0.0574	0.1021	0.0025
Si	0.0525	0.0507	-0.0138
Si	0.0352	-0.0108	-0.018
Si	-0.0897	0.0331	0.0139
Si	0.0611	0.0361	-0.0156
Si	-0.0098	0.0972	-0.0013
Si	0.0445	-0.0212	-0.0175
Si	0.0056	0.0151	0.0081
Si	0.0851	-0.1046	-0.0033
Si	-0.0466	0.0175	0.0134
Si	-0.0257	0.0077	0.0011
Si	0.0327	-0.0846	-0.0108
Si	-0.0221	0.0005	0.0131
Si	0.0812	-0.0461	0.0027
Si	-0.0431	0.0289	0.0205
Si	-0.0148	-0.0035	-0.0023
Si	0.0281	-0.0039	-0.0126
Si	-0.097	0.1263	-0.016
Si	-0.0008	-0.0002	-0.0111
Si	-0.0154	0.0257	0.0228
Si	-0.0456	0.0434	-0.0047
Si	0.0227	0.0089	-0.0108
Si	0.0903	0.016	-0.0262
Si	-0.0119	0.0243	0.0647
Si	-0.0289	-0.0318	0.0462
Si	-0.0162	-0.155	-0.08
Si	0.0024	-0.0122	0.067
Si	0.1118	-0.0025	-0.0288
Si	-0.0163	-0.0891	-0.0359
Si	-0.0416	-0.0017	0.0427
Si	-0.0712	-0.3117	0.2549
Si	-0.0539	0.1422	-0.2298
Si	0.0263	-0.0113	0.1471
Si	-0.5522	0.0225	-0.4591
Si	-0.129	0.2728	-0.2329
Si	0.1345	0.0428	0.2612
Si	-0.2032	0.2088	-0.096
Si	0.0586	0.0179	0.3937
Si	0.002	-0.0174	0.0145
Si	-0.0178	0.0155	0.0072
Si	-0.0021	0.0048	-0.013
Si	-0.0066	0.0133	0.0091
Si	-0.0012	0.0007	0.015
Si	0.0132	-0.0104	0.0045
Si	-0.0075	0.0073	0.0166
Si	-0.0002	0.0001	0.0029
Si	0.0081	-0.0133	-0.0016
Si	-0.0062	-0.0021	0.0041
Si	-0.0189	-0.0372	0.0176
Si	-0.0003	0.0027	-0.0042
Si	-0.011	0.0156	-0.0017
Si	0.0149	-0.0065	-0.0129
Si	-0.0004	0.0146	0.0136
Si	0.0364	0.0122	0.0244
Si	0.0099	-0.0056	0.0557
Si	0.0211	0.0388	0.0243
Si	-0.0248	0.0001	0.0144
Si	0.0083	-0.0166	0.0457
Si	-0.0163	0.0082	0.0376
Si	0.0221	-0.0281	0.0441
As	0.0245	-0.0215	-0.0289
As	-0.0355	0.0156	-0.0354
O	-0.0091	0.0047	0.0085
O	-0.0112	-0.0045	0.0138
O	0.0107	-0.0164	-0.0132
O	0.0053	-0.0031	-0.0129
O	0.0101	-0.0046	0.0082
O	-0.013	0.0109	0.027
O	0.0146	-0.0062	-0.0227
O	-0.0017	0.0035	-0.0249
O	0.0006	-0.0148	0.005
O	-0.0081	-0.0111	-0.0014
O	-0.0001	-0.0134	-0.0113
O	0.0225	0.0177	0.011
O	0.0127	0.0187	-0.0079
O	-0.0103	0.0222	0.0031
O	-0.0147	0	-0.0019
O	0.0049	0.0078	0.0176
O	0.0212	0.0038	-0.0146
O	-0.0039	-0.0025	0.0159
O	-0.0075	-0.0246	-0.0042
O	-0.0125	0.0016	-0.0102
Si	0.0044	0.0018	0.0006
Si	0.0119	-0.0075	0.0134
Si	0.0044	-0.0044	-0.0039
Si	0	-0.0007	-0.0069
Si	-0.006	-0.0008	-0.0004
Si	0.0002	-0.0036	-0.0029
Si	0.0054	0.0041	-0.0013
Si	0.0026	-0.0002	-0.0001
Si	0.0113	0.0076	-0.0087
Si	0.0007	-0.0027	-0.0011
Si	0.0019	0.0011	-0.0076
Si	-0.002	0.0043	-0.0004
Si	-0.0022	0.0128	-0.0019
Si	-0.0059	-0.0041	0.0024
Si	-0.0019	0.0044	0.0108
Si	0.0028	-0.0005	-0.0022
Si	-0.0053	0.0015	0.0024
Si	-0.0056	-0.0007	-0.0047
Si	0.0021	0.0028	-0.0033
Si	-0.0031	-0.0013	-0.0047
Si	0.0059	0.0011	-0.0017
Si	0.0021	0.0015	-0.0003
Si	-0.0028	0.0091	-0.0009
Si	-0.0007	0.0011	-0.0004
Si	0.0069	-0.0088	0.008
Si	-0.0055	-0.0046	-0.0024
Si	-0.0035	-0.0093	0.0083
Si	0.0006	-0.001	-0.0012
Si	0.0033	-0.0075	0.0051
Si	0.0071	-0.0049	-0.0011
Si	-0.0055	-0.0021	-0.0018
Si	-0.0061	0.0034	-0.0056
Si	-0.0042	-0.002	-0.0025
Si	-0.0027	0.0032	-0.0015
Si	-0.0044	0.0051	-0.0022
Si	-0.0045	0.0007	-0.0025
O	-0.001	-0.0024	0.0073
O	-0.0016	0.0109	0.0144
O	-0.0134	-0.0158	0.0055
O	-0.0023	-0.0023	0.0126
O	0.0103	0.0018	0.0206
O	-0.0202	0.0144	-0.0185
O	0.0043	0.0005	0.0251
O	0.0074	-0.0177	-0.0128
O	0.0158	-0.0232	-0.005
O	0.0159	0.0083	-0.0073
O	0.0063	-0.0036	-0.0137
O	-0.0145	0.0005	0.0076
O	-0.0155	0.0048	-0.0092
O	-0.0065	-0.0114	0.002
O	-0.0026	0.0067	-0.0223
O	-0.0169	0.0057	-0.0151
O	-0.0076	-0.0034	-0.0079
O	0.006	-0.0057	-0.0071
O	0.0138	0.0099	0.0008
O	0.0071	-0.0176	-0.0172
O	-0.0111	-0.0034	-0.0159
O	-0.0185	0.0067	0.017
O	0.0085	-0.0065	0.0191
O	0.0108	0.0151	-0.0084
O	-0.0073	-0.0209	-0.0181
O	0.0228	-0.0126	-0.0051
O	0.0232	-0.0105	-0.0155
O	0.0216	-0.0035	0.0213
O	-0.0026	-0.0068	0.0053
O	-0.0023	0.0138	0.0019
O	-0.0172	0.0153	-0.0219
O	-0.0033	-0.0124	-0.0081
O	0.0047	0.0113	-0.0189
O	-0.0067	-0.0107	-0.0052
O	0.0015	0.0052	0.003
O	-0.003	-0.0047	0.0065
O	-0.001	0.0044	0.0313
O	0.0061	0.015	0.0023
O	0.0059	0.0083	0.0013
O	0.0218	0.0283	0.0163
O	-0.0147	0.0009	-0.004
O	-0.0001	0.0018	0.0249
O	-0.032	-0.0041	-0.0076
O	0.0067	-0.027	-0.0003
O	0.0085	-0.0075	-0.0047
O	0.0069	0.006	0.0222
O	-0.0101	0.0068	0.0036
O	0.0124	0.0065	-0.0132
O	0.0096	0.0053	-0.0003
O	-0.0103	0.0023	-0.0027
O	0.0072	0.0064	-0.0045
O	0.0001	-0.0076	-0.0186
O	0.0021	0.0019	-0.0051
O	0.0119	-0.0121	0.0084
O	-0.0119	0.0054	-0.0079
O	-0.0163	0.0112	0.0059
O	0.0084	0.0168	0.0124
O	-0.0214	0.0011	0.0081
O	0.0076	0.0074	-0.0038
O	-0.0051	-0.0092	0.0123
O	-0.007	0.0207	-0.0151
O	0.009	-0.0005	-0.0107
O	-0.0107	-0.0014	0.0068
O	-0.007	-0.0245	0.0094
O	0.011	-0.0068	-0.0059
O	0.0053	0.0005	-0.0044

The program warned: the cutoff lies below the one the program advises for these potential files; the exchange-correlation potential is rough where the density is thin.
